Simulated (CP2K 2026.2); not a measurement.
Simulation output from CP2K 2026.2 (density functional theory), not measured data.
Periodic cell of 1152 atoms, Si864O288, from a study of silicon, its oxide and their interface. The atomic structure is a simulated model.
Doubt: the forces sum to 1.86 eV/angstrom along one axis rather than to zero, so they err by at least 0.0016 eV/angstrom per atom on average; the grid cutoff is modest.

Settings
functional: PBE
method: Gaussian and plane waves
basis set: DZVP-MOLOPT-SR-GTH
pseudopotentials: GTH-PBE
grid cutoff: 350 Ry, relative cutoff 50 Ry
k points: Gamma only
occupations: fixed
spin: none
net charge: 0

Cell vectors (angstrom)
a	32.64	0	0
b	0	16.32	0
c	3.2273	-0.0751	39.0718

Atoms and the computed forces on them: element, x, y, z (angstrom), force x, y, z (eV/angstrom)
Si	1.107	15.1408	0.0274	0.1912	-0.1772	0.7722
Si	3.8214	1.6068	0.189	0.0632	-0.2283	0.801
Si	1.5934	3.7548	0.2164	-0.0911	0.1141	0.8099
Si	4.288	6.3898	0.0831	-0.0648	0.1785	0.8109
Si	1.0981	9.6161	0.1421	0.1293	-0.0496	0.7367
Si	4.2274	12.0172	0.1387	-0.0951	0.1969	0.7766
Si	7.0948	14.7755	0.1639	-0.1889	0.0433	0.7553
Si	9.8385	1.2277	0.38	-0.1076	-0.1046	0.6997
Si	6.4889	4.1464	0.0707	0.2549	-0.045	0.7344
Si	13.3039	6.0685	39.0345	-0.2431	0.2203	0.7758
Si	9.6573	9.7004	38.9678	0.2714	-0.1981	0.7341
Si	9.2384	12.5334	0.0618	0.1892	-0.1184	0.8414
Si	11.9884	15.3815	0.0821	0.1344	-0.1127	0.7804
Si	17.8391	1.9879	39.004	0.1081	-0.3083	0.6607
Si	12.3333	4.0334	0.4991	0.0406	-0.0073	0.5737
Si	17.8947	7.1004	39.0474	0.1162	-0.1417	0.7863
Si	15.5409	9.1792	38.9459	-0.1192	0.2097	0.7036
Si	15.1073	12.0704	0.0254	-0.3007	0.1185	0.6891
Si	20.6794	14.9151	38.9997	0.1514	0.0882	0.7176
Si	23.318	1.6193	38.9123	0.0479	-0.1462	0.7088
Si	21.1669	3.9641	38.9835	-0.1002	0.0277	0.7061
Si	23.9812	6.5123	38.874	-0.2996	0.291	0.6969
Si	17.3629	9.9135	0.2999	0.0153	-0.0627	0.7073
Si	20.6083	12.0563	0.0161	-0.2362	0.3203	0.7065
Si	23.4658	14.5774	0.0736	-0.0823	0.1968	0.7967
Si	26.1432	1.0865	0.0234	-0.1524	0.2005	0.7748
Si	22.9916	4.3373	0.0253	0.0606	-0.2243	0.7488
Si	26.0239	6.5745	0.0235	-0.1175	0.1695	0.6823
Si	22.9404	9.8992	0.1118	0.1242	-0.2791	0.734
Si	25.729	12.4137	0.1765	0.1176	-0.0992	0.8266
Si	28.4111	15.2207	0.2312	0.0382	-0.1938	0.7633
Si	31.4902	1.0006	0.1498	-0.0108	0.1612	0.7303
Si	28.391	4.475	0.0364	0.0451	-0.3145	0.6913
Si	31.0464	6.9138	0.049	0.2355	-0.1272	0.7241
Si	28.8501	9.1176	0.1724	-0.0283	0.1356	0.85
Si	31.5326	11.8336	0.053	-0.0812	0.1323	0.7824
Si	2.6746	16.2743	1.3881	-0.0391	0.0042	-0.0319
Si	5.385	2.7017	1.5238	-0.0295	0.0143	-0.034
Si	2.7474	5.3347	1.4938	0.0325	-0.0141	-0.0482
Si	5.433	8.0984	1.2582	0.0264	-0.0195	-0.0369
Si	2.7003	10.7944	1.4092	-0.0309	0.0054	-0.0401
Si	5.4532	13.5887	1.3869	0.0267	0.0162	-0.0389
Si	8.2115	16.3164	1.5182	-0.0042	-0.0045	-0.0427
Si	10.9749	2.6693	1.7681	0.0025	0.0116	0.0012
Si	8.2282	5.2951	1.2293	-0.036	0.0172	-0.048
Si	10.879	8.0118	1.2453	-0.0109	-0.0042	-0.0752
Si	8.0904	10.8551	1.2535	-0.0127	0.0198	-0.0518
Si	10.8683	13.6884	1.3266	-0.0085	0.0104	-0.0904
Si	13.6322	0.2345	1.2719	0.054	0.0172	-0.0816
Si	16.3173	2.9405	1.2783	0.0732	0.0029	-0.0238
Si	13.6977	5.5991	1.4829	0.0623	0.0275	-0.0281
Si	16.2043	8.2513	1.4151	-0.0476	-0.0527	-0.027
Si	13.4789	10.8722	1.2303	-0.0214	-0.0445	-0.0576
Si	16.2011	13.6689	1.374	-0.0089	-0.026	-0.0739
Si	18.9726	0.0457	1.158	-0.0062	0.003	-0.0674
Si	21.741	2.7302	1.2086	-0.011	0.0164	-0.0705
Si	19.1312	5.5487	1.2236	0.0428	-0.0066	-0.0335
Si	21.787	8.192	1.2241	-0.0186	0.0142	-0.0376
Si	19.0267	11.0303	1.4257	0.0683	0.0054	0.0182
Si	21.771	13.6041	1.3552	-0.011	0.0148	-0.0213
Si	24.5213	16.2889	1.3027	0.0018	-0.0176	-0.0668
Si	27.2701	2.7463	1.256	0.0342	0.0712	-0.0404
Si	24.5043	5.449	1.4021	0.0142	0.0182	-0.0479
Si	27.1925	8.0785	1.4229	-0.0076	-0.0228	-0.0498
Si	24.5145	10.9183	1.4821	0.0097	-0.0046	-0.0519
Si	27.265	13.5945	1.453	0.0033	0.0121	-0.0594
Si	29.962	16.2915	1.5662	0.0157	0.0189	-0.0369
Si	32.6217	2.6154	1.4402	0.0022	-0.0238	-0.0708
Si	29.9121	5.4586	1.4815	0.009	0.0222	-0.0435
Si	32.5901	8.0668	1.4306	-0.0354	0.0248	-0.0232
Si	29.9701	10.7553	1.428	0.0112	-0.0034	-0.0682
Si	32.6279	13.5151	1.3175	-0.0151	-0.0063	-0.058
Si	1.3412	1.2815	2.819	0.036	0.0088	0.0402
Si	4.0787	4.042	2.9073	-0.0172	-0.0175	0.0319
Si	1.36	6.7405	2.7542	0.0164	0.0137	-0.0014
Si	4.0749	9.4085	2.7137	0.0286	-0.006	0.0072
Si	1.3696	12.2136	2.7354	-0.0076	0.0118	0.0224
Si	4.0744	14.9378	2.728	-0.0074	-0.0024	0.0044
Si	6.7866	1.3343	2.8021	0.0134	0.0025	0.0066
Si	9.4573	4.0577	2.8278	-0.0124	0.0329	0.0401
Si	6.8876	6.7703	2.5999	0.0054	-0.0392	-0.0043
Si	9.4956	9.4587	2.5638	0.0184	0.0104	-0.0141
Si	6.7938	12.1879	2.7349	0.0155	-0.0015	0.0255
Si	9.5698	14.9521	2.8349	0.0117	0.0124	0.0549
Si	12.3886	1.3339	2.9442	0.0493	-0.0503	0.078
Si	15.066	4.2222	2.7842	-0.0048	-0.0071	0.014
Si	12.23	6.8529	2.7904	-0.0397	-0.0022	0.037
Si	14.8359	9.6001	2.7383	-0.0244	0.0212	0.0355
Si	12.2043	12.2686	2.6323	0.0006	-0.0153	0.0067
Si	14.8878	15.0864	2.6618	-0.0598	0.0113	0.0255
Si	17.6172	1.4079	2.5763	0.023	-0.0065	0.0079
Si	20.4364	4.1354	2.626	-0.0236	0.0019	0.028
Si	17.6963	6.8561	2.62	-0.0125	-0.016	-0.0286
Si	20.3933	9.5314	2.6486	0.0219	0.0054	0.0285
Si	17.65	12.3848	2.7388	-0.0317	-0.0058	0.0482
Si	20.3753	15.0516	2.5909	-0.037	-0.0192	-0.0007
Si	23.1055	1.3587	2.5931	0.0099	0.0114	-0.013
Si	25.8694	4.0346	2.69	0.0195	-0.019	0.0214
Si	23.1334	6.8667	2.6773	-0.0372	-0.0033	0.0341
Si	25.8692	9.4983	2.7503	0.0024	0.0034	0.014
Si	23.107	12.2718	2.7909	0.0101	0.0243	0.0268
Si	25.8648	14.979	2.7588	-0.0149	-0.0057	0.0558
Si	28.5901	1.442	2.7565	-0.0418	0.0072	0.0178
Si	31.2823	4.0386	2.7525	0.0167	-0.0113	-0.0012
Si	28.5354	6.772	2.846	0.0016	0.0056	0.0338
Si	31.2887	9.4346	2.8405	-0.0145	-0.0183	0.0233
Si	28.6091	12.1736	2.7433	0.0145	0.0036	-0.0038
Si	31.2992	14.8297	2.7908	0.038	-0.0115	0.0292
Si	32.6345	16.2293	4.15	0.003	0.0094	-0.0291
Si	2.6961	2.6551	4.1868	-0.017	0.0012	-0.024
Si	32.6432	5.393	4.1146	-0.0212	0.0014	-0.0018
Si	2.718	8.103	4.1094	0.0088	0.0222	0.006
Si	32.6616	10.8515	4.1225	-0.0089	-0.011	-0.0344
Si	2.7282	13.5708	4.0986	-0.0269	-0.0109	-0.0198
Si	5.4194	16.2842	4.1209	-0.0186	0.0051	0.0011
Si	8.1241	2.6977	4.1728	0.0229	-0.0025	0.0035
Si	5.5101	5.4615	4.0868	0.0149	0.0198	-0.0397
Si	8.1777	8.1445	4.0189	-0.027	-0.0311	0.0008
Si	5.4225	10.817	4.0686	-0.0095	0.0234	-0.0111
Si	8.1621	13.5555	4.1084	-0.0125	0.0102	-0.0359
Si	10.9357	16.2963	4.1956	-0.0128	-0.0095	-0.0032
Si	13.7111	2.8138	4.1545	-0.0043	-0.012	-0.0199
Si	10.8597	5.457	4.112	0.0079	0.0141	-0.0106
Si	13.5579	8.2278	4.1402	0.0386	-0.0201	-0.005
Si	10.8482	10.8626	3.9713	-0.0065	-0.0312	-0.0347
Si	13.5631	13.6455	4.0118	0.0121	0.0272	-0.0109
Si	16.31	0.0639	4.0249	0.006	0.0437	-0.0223
Si	19.0267	2.758	3.9589	0.0009	0.0146	-0.0444
Si	16.4194	5.534	4.1098	-0.0121	0.0492	0.0185
Si	19.0336	8.1969	4.0203	0.0263	0.0049	0.0071
Si	16.2899	10.9489	4.0428	-0.0195	-0.0216	-0.0239
Si	19.0484	13.7146	4.0445	0.0315	-0.0072	-0.0034
Si	21.749	0.037	3.994	0.0026	-0.0201	0.0069
Si	24.4658	2.694	4.0136	0.0166	0.0035	-0.017
Si	21.7782	5.4766	4.0249	-0.0059	-0.0118	-0.0229
Si	24.4798	8.1731	4.0931	-0.0166	-0.0263	-0.0114
Si	21.7425	10.8697	4.0695	0.003	-0.0263	-0.0168
Si	24.4852	13.6336	4.1139	0.002	0.0077	-0.0153
Si	27.2207	0.04	4.0889	0.006	-0.0217	-0.0239
Si	29.9343	2.733	4.1544	-0.0198	-0.0165	0.003
Si	27.1774	5.3804	4.1298	0.0133	-0.015	-0.019
Si	29.901	8.1262	4.1901	-0.0195	0.0251	-0.0177
Si	27.2189	10.8591	4.1057	-0.0069	0.0044	-0.0001
Si	29.9276	13.5215	4.1448	0.0056	0.0082	0.0049
Si	33.9945	14.9361	21.7879	-0.0198	0.0058	0.016
Si	4.1234	1.3401	21.7672	0.0056	0.0153	-0.0039
Si	33.9806	4.0493	21.7116	0.003	0.0082	-0.005
Si	4.0512	6.8021	21.7104	-0.0097	0.0054	-0.0053
Si	33.972	9.5291	21.7611	0.0024	-0.0139	0.0044
Si	4.0991	12.2432	21.7784	0.0102	-0.01	0.023
Si	6.8747	14.9599	21.8378	0.0102	0.0137	0.0115
Si	9.5495	1.3545	21.835	-0.0089	0.0056	0.0172
Si	6.8199	4.0377	21.7555	-0.0222	0.0177	-0.0065
Si	9.4861	6.7712	21.706	-0.0291	0.0112	0.0019
Si	6.8095	9.549	21.7621	0.0075	-0.0052	0.004
Si	9.5292	12.2742	21.7846	-0.0141	-0.0143	0.0172
Si	12.258	15.017	21.7433	0.02	-0.0108	0.0132
Si	14.9301	1.3781	21.6981	0.0118	-0.0053	0.003
Si	12.2274	4.0543	21.7352	-0.001	-0.0159	0.006
Si	14.9447	6.7697	21.6801	-0.0176	-0.0088	0.0103
Si	12.2337	9.5274	21.673	0.0151	0.0025	0.0043
Si	15.0097	12.2997	21.6487	0.0111	-0.0131	-0.0091
Si	17.6912	15.007	21.6432	0.0092	0.0054	-0.0035
Si	20.4173	1.3893	21.7243	-0.0008	-0.0034	-0.0021
Si	17.685	4.1041	21.6869	-0.0044	0.0052	0.0064
Si	20.4183	6.7894	21.6813	-0.0066	0.0092	0.0023
Si	17.7237	9.5362	21.6336	0.0043	0.02	-0.0005
Si	20.4566	12.2446	21.6578	-0.0215	0.0041	-0.0086
Si	23.1419	14.9893	21.7445	0.0069	0.0047	-0.0057
Si	25.8326	1.3688	21.7977	-0.0068	-0.0041	0.0011
Si	23.1662	4.0932	21.7521	-0.0051	0.0051	0.0163
Si	25.8243	6.7704	21.8133	-0.0039	0.0098	-0.0024
Si	23.1357	9.5066	21.7699	-0.0066	0.0244	0.0101
Si	25.8477	12.235	21.8114	0.0122	0.0021	0.0111
Si	28.5202	14.9434	21.803	0.0009	0.0049	-0.0062
Si	31.226	1.2987	21.7732	-0.0252	-0.0095	0.0103
Si	28.4775	4.0624	21.7924	-0.0025	0.0244	-0.0016
Si	31.2182	6.7925	21.7757	0.022	-0.0112	0.005
Si	28.5366	9.5332	21.8093	-0.0073	-0.0014	-0.0011
Si	31.242	12.2309	21.8	0.0038	0.0008	0.0205
Si	2.7774	-0.0389	23.1021	0.008	-0.004	0.016
Si	5.4943	2.6798	23.1512	0.0205	-0.0317	-0.0048
Si	2.7356	5.3807	23.0458	0.0199	0.0106	0.0068
Si	5.3812	8.1997	23.0495	-0.0041	0.0155	0.0181
Si	2.6978	10.9008	23.115	0.0198	-0.0314	0.0034
Si	5.5232	13.5463	23.1519	0.0143	-0.025	-0.0155
Si	8.2408	-0.0116	23.2609	-0.0122	-0.0214	0.0526
Si	10.9252	2.7215	23.1932	0.0176	0.0181	0.0114
Si	8.1719	5.3947	23.1057	0.0225	-0.0136	0.0341
Si	10.8373	8.1665	23.0001	0.0218	0.0122	-0.0034
Si	8.1636	10.9143	23.1587	-0.0276	-0.0077	-0.0048
Si	10.9239	13.6545	23.1064	0.0016	0.0113	0.0078
Si	13.6068	0.0487	23.1333	-0.0062	0.0229	0.0129
Si	16.268	2.7786	23.0021	0.0006	0.0171	0.029
Si	13.5545	5.4394	23.0694	0.0241	0.0182	0.0182
Si	16.3807	8.1274	22.9313	0.0037	-0.0083	0.0259
Si	13.6638	10.8971	22.9368	-0.0143	-0.0088	-0.0078
Si	16.3236	13.7079	23.0156	-0.0315	-0.0231	0.0117
Si	19.0386	0.0078	23.0287	-0.0139	0.0021	0.038
Si	21.7745	2.7677	23.0797	0.002	-0.0224	0.0098
Si	19.0649	5.4456	23.0467	-0.0107	-0.0048	0.0025
Si	21.7717	8.0954	23.074	-0.0051	-0.0296	0.0118
Si	19.1067	10.8787	22.9796	0.0298	-0.0246	0.0304
Si	21.785	13.5985	23.0462	-0.021	0.0035	0.0228
Si	24.4528	0.0381	23.1525	0.0135	-0.0234	0.0149
Si	27.1676	2.6956	23.221	-0.0195	0.014	0.0053
Si	24.5177	5.3762	23.2118	0.0237	0.0235	0.0371
Si	27.1694	8.1621	23.1554	0.0133	-0.0083	-0.0109
Si	24.4911	10.8584	23.1611	-0.0063	-0.0017	0.0106
Si	27.1584	13.627	23.2051	0.0051	-0.0003	0.0099
Si	29.8719	16.2679	23.1928	0.0081	0.0225	-0.0202
Si	32.6019	2.691	23.0445	0.0303	0.0062	0.0356
Si	29.7889	5.4683	23.1262	-0.0189	0.0068	-0.008
Si	32.5845	8.1743	23.1008	-0.0351	0.0229	0.0227
Si	29.8708	10.9029	23.195	-0.0176	-0.0096	0.0414
Si	32.592	13.6025	23.1555	0.0028	0.0275	0.0051
Si	34.0179	1.3522	24.366	-0.0031	0.0144	-0.0274
Si	4.0864	4.0328	24.4501	-0.004	0.0124	-0.0155
Si	33.9778	6.7386	24.3214	-0.0143	0.0064	-0.0072
Si	4.0733	9.574	24.4787	0.0018	0.031	-0.0241
Si	33.9685	12.2481	24.48	0.0123	-0.041	-0.0063
Si	4.1957	14.9329	24.4607	-0.0095	0.0289	-0.025
Si	6.8736	1.3953	24.6059	-0.0054	0.0084	-0.0157
Si	9.5862	4.1166	24.5468	0.005	0.0144	-0.0092
Si	6.6868	6.749	24.315	-0.0796	-0.0068	-0.0157
Si	9.5574	9.5139	24.4124	-0.0137	0.0158	0.0116
Si	6.8274	12.2185	24.6379	-0.0561	0.0104	-0.0105
Si	9.6541	14.9369	24.641	0.0272	-0.0167	-0.003
Si	12.2956	1.3735	24.6022	-0.0017	0.0302	0.0091
Si	14.9255	4.1028	24.4311	-0.0089	-0.0376	-0.0563
Si	12.1384	6.812	24.3739	-0.0034	-0.0374	-0.0276
Si	15.0261	9.495	24.2066	0.0045	0.0343	-0.0253
Si	12.3995	12.2966	24.3099	-0.0079	0.0096	-0.0728
Si	14.9881	15.0347	24.4817	0.039	-0.0284	-0.0336
Si	17.616	1.3939	24.2942	-0.0144	-0.0086	-0.055
Si	20.4132	4.1106	24.4357	0.0276	0.0158	0.0051
Si	17.6926	6.8061	24.3623	0.0002	0.0252	0.0035
Si	20.382	9.45	24.3747	-0.0525	0.0111	-0.06
Si	17.7871	12.3576	24.2188	0.0007	0.0233	-0.0399
Si	20.4411	14.9813	24.3749	-0.0087	0.008	-0.0426
Si	23.1158	1.4593	24.4842	0.0218	0.029	-0.021
Si	25.8851	4.0488	24.684	-0.0092	-0.0059	-0.0237
Si	23.0838	6.7236	24.4991	-0.031	-0.0077	-0.0206
Si	25.8176	9.4705	24.5538	-0.0091	-0.0121	0.0084
Si	23.1018	12.2459	24.4541	0.0025	0.0219	-0.0095
Si	25.7368	14.9722	24.5589	0.019	0.0097	-0.0484
Si	28.4783	1.2637	24.5718	-0.0226	-0.0186	-0.0224
Si	31.1211	3.9945	24.3351	-0.0353	-0.0279	-0.0557
Si	28.4861	6.849	24.5837	0.0548	-0.0074	0.0159
Si	31.2247	9.5075	24.5334	0.0257	-0.009	-0.0484
Si	28.5331	12.3011	24.5951	0.0159	0.0251	-0.0201
Si	31.2453	14.9373	24.5765	-0.0022	-0.0328	-0.0041
Si	32.703	0.0152	25.761	0.0052	-0.0064	0.0496
Si	2.7235	2.6654	25.7718	0.033	0.0029	0.0536
Si	32.4955	5.3865	25.5352	0.0344	0.0442	0.001
Si	2.6746	8.1172	25.6669	0.0023	-0.0123	-0.0065
Si	32.6205	10.8963	25.8542	-0.0044	-0.0101	0.0108
Si	2.7549	13.6072	25.7458	0.0129	0.0224	0.0567
Si	5.541	16.2445	25.9112	0.0384	-0.0297	0.0107
Si	8.2914	2.7746	25.9792	-0.0216	-0.0459	0.0458
Si	5.3879	5.4284	25.8001	-0.0178	0.0185	0.0109
Si	7.9946	8.1631	25.5809	0.0149	0.0265	-0.027
Si	5.3619	10.9026	26.0222	0.012	-0.0406	0.0556
Si	8.2867	13.5271	26.01	0.0015	0.0097	0.0002
Si	11.058	-0.0232	26.0702	-0.0029	-0.052	0.0639
Si	13.6274	2.8024	25.9442	0.0223	0.0178	0.0546
Si	10.8503	5.5738	25.9461	-0.0159	0.0301	0.0673
Si	13.6304	8.1532	25.5257	0.0082	0.0164	0.0038
Si	11.097	10.9048	25.601	-0.0184	-0.035	-0.0218
Si	13.7034	13.569	25.8024	0.0266	0.045	0.0785
Si	16.3024	0.1652	25.7947	-0.0534	0.0373	0.0506
Si	18.962	2.741	25.6168	-0.0171	-0.0108	0.0682
Si	16.3117	5.5047	25.7084	-0.0319	-0.0015	0.075
Si	19.0125	8.1072	25.7807	0.0323	-0.0101	0.034
Si	16.451	10.9064	25.3864	-0.0281	-0.0252	-0.0109
Si	19.0864	13.6288	25.7121	-0.0007	-0.0124	0.0473
Si	21.6932	0.1135	25.7385	-0.0518	-0.0004	0.0548
Si	24.4213	2.7108	26.0265	0.004	0.0213	0.0179
Si	21.7142	5.3865	25.9308	0.0411	-0.008	0.0195
Si	24.4598	8.045	25.8751	-0.0041	-0.0101	0.0411
Si	21.7784	10.7867	25.6955	0.0356	-0.0312	0.0459
Si	24.2977	13.6439	25.9141	0.0031	0.0459	0.0623
Si	27.0755	-0.0217	26.0016	-0.0289	0.0318	0.0378
Si	29.9153	2.601	25.8273	0.0671	-0.0003	0.092
Si	27.2797	5.4623	26.0597	-0.0192	0.0052	0.0707
Si	29.8431	8.1853	25.9853	-0.0274	0.0332	0.0249
Si	27.111	10.9051	25.8966	-0.0181	0.0212	0.0335
Si	29.9343	13.6347	26.0706	-0.0265	-0.0122	0.045
Si	34.3039	15.2059	27.0168	-0.1276	-0.0322	-0.7979
Si	3.8725	1.0644	27.0892	0.0874	0.1672	-0.7383
Si	33.664	3.884	26.8234	0.2023	-0.0742	-0.6928
Si	4.1216	6.978	27.0766	-0.2297	-0.3601	-0.6707
Si	33.7478	9.1967	26.9824	0.2658	0.3356	-0.7115
Si	3.9619	12.3733	27.3059	0.0446	-0.2861	-0.7162
Si	7.224	15.2124	27.2902	-0.3024	-0.2837	-0.7363
Si	9.4638	1.1879	27.3604	0.3161	0.2783	-0.6667
Si	7.05	4.4201	27.1255	-0.0362	-0.0885	-0.7144
Si	9.0995	6.7743	27.0607	0.191	0.0598	-0.6481
Si	6.4417	9.1105	27.1105	0.1689	0.4256	-0.6962
Si	9.6754	11.9177	27.092	0.0788	0.349	-0.5602
Si	12.5385	14.8833	27.3619	-0.1842	-0.0453	-0.7226
Si	15.2958	1.7675	27.2901	-0.309	-0.335	-0.7623
Si	12.5354	4.4888	27.2121	-0.1938	-0.1845	-0.7269
Si	14.7357	6.7131	26.9364	0.214	0.0581	-0.7745
Si	12.7278	9.8039	26.8472	-0.2727	-0.207	-0.576
Si	15.0954	12.0098	26.8567	0.1052	0.2877	-0.6066
Si	17.9456	15.3057	26.9143	-0.0144	-0.1515	-0.7471
Si	20.0602	1.239	26.9949	0.1885	0.0935	-0.7995
Si	17.4982	3.9485	26.9457	0.0772	0.1074	-0.8279
Si	20.563	7.0111	27.1753	-0.2539	-0.2573	-0.7513
Si	17.822	9.7905	26.8523	-0.0869	-0.285	-0.7408
Si	20.1623	11.8934	26.9027	0.1072	0.2448	-0.6957
Si	23.093	15.2854	27.1797	-0.0628	-0.2195	-0.7037
Si	25.4497	1.0669	27.3724	0.2511	0.2407	-0.7824
Si	23.1904	4.2174	27.3922	-0.1994	-0.1722	-0.6759
Si	25.4779	6.4457	27.307	0.1497	0.0372	-0.7813
Si	22.8523	9.2257	27.0974	0.1525	0.1387	-0.6818
Si	25.8572	12.4588	27.1971	-0.2332	-0.2801	-0.6994
Si	28.1658	14.6709	27.3035	0.4086	0.3356	-0.6364
Si	31.6175	1.5646	27.109	-0.2051	-0.1589	-0.7461
Si	28.7654	3.9981	27.2909	0.0497	0.1605	-0.691
Si	31.5389	6.9147	27.035	-0.4055	-0.2117	-0.6892
Si	28.7648	9.9223	27.2422	0.0335	-0.2019	-0.7477
Si	31.1533	12.0033	27.3164	0.0833	0.2507	-0.6951
Si	4.7357	9.133	30.8616	0.0529	0.0413	-0.1168
Si	7.0144	7.9432	32.1332	-0.0484	0.0041	0.0909
Si	35.0813	1.9933	32.2504	0.0491	-0.0089	0.0276
Si	2.7267	10.3336	29.2795	0.0657	0.0313	0.0119
Si	6.8821	0.4702	32.7296	-0.0549	0.0318	0.0008
Si	5.5701	14.069	29.4613	-0.0483	-0.0805	0.0456
Si	13.8207	0.2632	29.3593	0.1283	-0.1012	0.0575
Si	8.7912	9.3706	28.5007	-0.0627	-0.2055	-0.132
Si	8.8531	4.0686	34.6216	-0.0949	0.1463	0.0913
Si	17.5834	0.722	32.8441	0.1123	-0.0902	-0.1385
Si	33.4987	4.212	31.018	-0.0963	0.1241	-0.053
Si	19.363	14.9791	32.7144	-0.0019	-0.0685	0.0362
Si	16.9203	12.4044	36.3103	0.1096	-0.0441	0.1066
Si	11.5925	13.3749	32.4589	0.0183	-0.0904	0.011
Si	19.6557	5.5221	33.8625	-0.0769	0.0703	0.0362
Si	13.1715	10.327	29.5175	0.0392	-0.0776	-0.187
Si	22.6963	10.6996	32.6007	-0.052	-0.0289	-0.0411
Si	23.9301	-0.0028	36.2874	-0.01	0.05	0.0563
Si	27.8052	9.6421	30.1767	-0.0709	-0.0117	-0.1055
Si	21.2968	0.5911	31.6235	-0.0057	0.0328	-0.0682
Si	18.946	10.5394	34.8807	0.1737	0.0197	0.0423
Si	10.825	6.4216	31.5863	0.0058	0.0497	-0.0893
Si	16.4273	15.2288	36.2997	-0.0933	0.0652	0.0821
Si	16.9842	13.3429	29.0287	0.026	-0.2513	-0.1922
Si	22.1826	14.5031	30.0601	-0.0126	0.0921	-0.0792
Si	25.6084	7.5438	30.2185	-0.0482	-0.0521	-0.1293
Si	32.7	0.2441	32.4163	-0.0091	-0.0488	-0.1866
Si	34.9684	9.6428	32.1046	-0.1149	-0.0307	-0.1659
Si	21.133	12.7562	34.0824	-0.07	-0.0478	0.0165
Si	28.5531	0.9182	31.2415	-0.0626	0.0696	-0.0277
Si	23.139	9.3219	30.0408	0.0303	0.0841	-0.0317
Si	6.3884	3.0979	31.5254	0.1062	-0.0462	0.048
Si	24.9511	4.3835	34.3016	-0.0681	0.1156	0.0455
Si	2.6128	5.3008	29.0022	0.0959	0.1629	0.1185
Si	29.6324	8.4273	32.1338	0.0097	0.0728	0.0816
Si	3.3616	5.3081	36.9778	-0.0671	0.007	0.0541
Si	10.9565	1.3866	30.11	-0.074	-0.0299	0.0509
Si	32.0409	5.2143	33.5664	-0.1238	-0.0041	-0.147
Si	29.3749	5.5505	32.0423	0.0584	-0.0614	0.0515
Si	8.9083	10.0879	31.2962	-0.194	0.1175	0.0229
Si	5.4735	12.243	34.5496	-0.0046	-0.1797	-0.0591
Si	32.6817	13.7657	29.3454	-0.0275	-0.0569	-0.0312
Si	3.3104	2.9563	35.0391	-0.0855	0.073	0.0105
Si	27.1292	12.3293	31.6542	-0.0396	0.1068	0.0574
Si	16.7915	14.6524	31.645	0.1269	0.0491	0.0097
Si	13.0104	5.3322	36.1947	0.0621	0.0229	0.2226
Si	14.1045	15.3227	32.296	-0.0488	0.0035	0.0004
Si	11.5511	12.8219	29.3878	0.0926	-0.0045	0.0228
Si	17.4545	3.5555	32.9771	-0.0587	-0.0673	0.0388
Si	10.1691	1.2422	35.0952	-0.0146	-0.0806	0.0717
Si	11.6006	9.4022	32.0059	-0.0347	-0.1706	0.0258
Si	22.0777	4.156	34.5598	0.0718	-0.0169	0.0019
Si	12.074	10.8171	34.4475	0.1028	0.1044	-0.0321
Si	15.0132	4.4107	31.6347	0.0325	0.043	-0.0072
Si	14.9423	3.796	34.5309	0.0332	-0.0398	-0.0404
Si	16.877	6.7787	31.1163	0.0257	-0.1326	-0.1674
Si	19.1297	5.3211	29.3355	-0.0132	0.0778	0
Si	26.4738	9.5518	36.1684	-0.0387	0.0341	0.0137
Si	20.9378	8.9268	36.5639	-0.0367	-0.1076	-0.0791
Si	29.2829	14.5374	35.2807	-0.0427	-0.1076	0.026
Si	6.3007	11.7955	31.6181	0.0398	-0.0792	-0.1082
Si	21.4768	1.2365	34.7999	-0.1083	-0.0256	0.0406
Si	23.5261	9.2527	35.0695	0.0888	-0.0233	0.0283
Si	35.154	11.8112	34.088	0.051	0.0812	0.0417
Si	15.8223	8.7899	29.0676	-0.1042	0.0183	-0.1808
Si	30.0895	8.9167	34.8368	0.0852	-0.0456	-0.0214
Si	31.256	0.0466	29.8815	0.1392	0.0852	-0.1588
Si	9.8843	15.9534	32.5736	-0.0135	-0.0172	-0.0953
Si	30.941	5.0367	29.3994	0.1015	-0.1143	-0.118
Si	26.4685	4.8107	31.5674	0.0994	0.037	-0.13
Si	27.3534	14.86	30.1788	-0.0079	-0.0715	-0.1752
Si	6.7739	9.4098	34.9175	0.1226	0.0604	-0.0057
Si	34.1929	13.9986	32.0807	0.0849	0.1544	-0.169
Si	9.8058	9.3255	35.8695	-0.029	-0.0192	0.1334
Si	32.3377	8.2077	33.1656	-0.068	0.1101	0.0405
Si	12.3229	4.01	30.2933	-0.0251	-0.0193	-0.0887
Si	30.6387	10.7794	37.0692	0.0172	0.0491	0.1863
Si	6.2421	2.8195	34.4535	0.0819	-0.0995	-0.0239
Si	8.4995	16.1096	37.1529	-0.0214	0.0326	0.1125
Si	4.9129	3.1511	29.024	0.0581	0.0393	-0.1533
Si	14.1342	11.029	36.8474	-0.023	-0.2088	0.0514
Si	6.2788	13.839	37.0293	-0.0908	0.0299	0.213
Si	4.1782	15.7756	31.5974	-0.0027	-0.0141	0.0774
Si	8.2327	5.2455	31.8366	0.0356	0.0917	-0.0437
Si	14.8806	0.8149	34.4431	-0.0504	-0.025	0.0522
Si	19.147	0.4304	36.8644	0.1226	0.0684	0.028
Si	10.6255	6.4387	34.7464	-0.0575	-0.0553	0.1553
Si	19.855	5.9917	36.8476	0.0552	0.1153	0.1367
Si	18.6862	8.1682	32.8473	-0.0308	0.0029	0.0369
Si	29.3359	2.175	36.2626	0.0444	-0.1018	0.067
Si	21.1538	2.9679	29.4738	0.1117	0.0427	-0.0827
Si	26.9095	2.7082	29.4444	-0.0288	-0.1432	0.0002
Si	29.8706	0.4973	33.7403	-0.153	-0.048	-0.0524
Si	27.1281	4.0431	36.137	-0.097	0.1739	0.1591
Si	19.9973	12.461	29.7398	-0.0305	0.0038	-0.0857
Si	22.4638	13.5548	36.8951	-0.0322	-0.0482	-0.0092
Si	26.4525	14.9132	36.1456	0.1253	-0.0455	-0.0119
Si	23.5104	6.4281	35.7772	0.0723	-0.0549	0.2003
Si	20.5173	9.6541	31.1511	-0.0617	0.0677	-0.0307
Si	27.3566	12.3495	34.8348	-0.0326	0.1445	0.1384
Si	28.2204	7.0368	36.1423	0.0263	-0.0642	0.1414
Si	32.2982	14.8785	36.3662	-0.1019	0.1195	0.086
Si	33.7701	1.3154	36.3085	0.0681	-0.1272	0.1985
Si	11.5603	2.6874	37.1716	-0.1188	-0.0573	0.0692
Si	31.9737	3.7054	36.2799	0.0165	0.0444	0.0725
Si	24.9672	13.1606	29.9832	0.0904	0.0522	-0.1278
Si	5.5093	7.5232	37.0356	-0.1038	-0.0428	0.2773
Si	33.3152	12.221	36.3322	-0.0038	-0.0685	0.1512
Si	1.3804	14.91	5.4952	0.0026	-0.0042	-0.0048
Si	4.0819	1.3155	5.5097	-0.0058	-0.0115	0.0035
Si	1.3458	4.0465	5.5005	0.0043	-0.0111	0.0026
Si	4.1094	6.7765	5.4569	0.0086	-0.0102	-0.0026
Si	1.3818	9.4899	5.4683	-0.002	0.0014	0.0005
Si	4.0844	12.1962	5.4428	0.0139	-0.01	-0.0115
Si	6.7988	14.926	5.4576	0.009	0.0024	-0.0034
Si	9.5345	1.3552	5.4873	0.0111	-0.0028	0.0041
Si	6.7946	4.0874	5.5001	-0.0063	0.0101	-0.0049
Si	9.5151	6.8269	5.4507	-0.0069	-0.0031	-0.0091
Si	6.807	9.4805	5.4144	0.008	-0.0003	-0.0053
Si	9.5241	12.1876	5.4247	0.0052	-0.009	-0.0037
Si	12.2603	14.918	5.503	0.0019	-0.0016	0.0134
Si	15.0221	1.4032	5.4718	-0.0083	0.0014	0.0002
Si	12.2547	4.1163	5.4592	-0.0127	-0.0049	0.0065
Si	14.9797	6.8587	5.434	0.0009	-0.0001	-0.0065
Si	12.1906	9.5798	5.4456	-0.0147	0.0114	0.0024
Si	14.9437	12.3092	5.3984	-0.0122	0.0048	-0.012
Si	17.676	15.0388	5.4047	0.0058	0.0054	0.0019
Si	20.3873	1.4047	5.3527	0.0061	-0.0016	-0.0187
Si	17.7332	4.104	5.4171	-0.0014	-0.0179	-0.0172
Si	20.3999	6.8252	5.3865	-0.0057	0.0057	-0.0242
Si	17.6631	9.5611	5.3811	-0.011	-0.0006	-0.0141
Si	20.3819	12.2801	5.3854	-0.0101	-0.0028	-0.0148
Si	23.0934	15.0008	5.4093	-0.0054	0.017	-0.002
Si	25.8202	1.3645	5.4285	-0.0018	0.0163	-0.0118
Si	23.1273	4.0902	5.3792	0.003	0.0156	-0.005
Si	25.8206	6.7814	5.4477	0.0077	0.0072	-0.0051
Si	23.1167	9.5359	5.4391	-0.0001	0.0163	0.003
Si	25.8481	12.2437	5.442	0.002	-0.0011	-0.0105
Si	28.5665	14.955	5.4389	-0.0064	0.0024	-0.0126
Si	31.2795	1.319	5.4737	0.0164	-0.0005	-0.0095
Si	28.5587	4.0697	5.5011	-0.0097	0.0016	0.0081
Si	31.2879	6.7553	5.4897	0.0047	-0.0058	-0.0056
Si	28.5514	9.5126	5.5032	0.005	-0.002	0.0065
Si	31.2962	12.1885	5.4993	-0.0027	-0.0105	-0.0071
Si	2.7223	16.2796	6.857	0.0049	0.0054	0.0006
Si	5.4323	2.712	6.8412	-0.013	0.0102	-0.0074
Si	2.7359	5.4173	6.8193	0.0069	-0.0091	-0.0124
Si	5.4515	8.1482	6.8116	-0.006	0.0049	-0.0027
Si	2.7305	10.8559	6.825	-0.0065	0.0064	0.0042
Si	5.4373	13.5659	6.8104	-0.0045	-0.0034	-0.0038
Si	8.1574	16.3021	6.8163	0.0059	-0.0022	-0.0101
Si	10.8992	2.7366	6.8158	-0.0011	0.0081	-0.0009
Si	8.1705	5.4544	6.8244	0.0034	0.0035	-0.0056
Si	10.8654	8.1917	6.8095	-0.0071	0.0104	0.0039
Si	8.1559	10.8466	6.7898	0.0022	-0.0025	-0.0015
Si	10.8714	13.5556	6.8126	0.0293	0.0011	-0.0057
Si	13.6311	0.0165	6.7996	-0.0034	-0.0035	-0.021
Si	16.3747	2.7626	6.8088	0.0061	-0.0206	0.0032
Si	13.6201	5.4846	6.7963	0.0011	-0.001	-0.008
Si	16.3321	8.2111	6.7856	-0.0046	0.0032	0.0041
Si	13.5894	10.9358	6.7729	-0.0144	0.006	-0.0089
Si	16.3216	13.6521	6.76	0.0047	-0.0094	-0.0081
Si	19.0521	0.0543	6.7598	-0.0202	0.0079	-0.0003
Si	21.7561	2.74	6.7395	-0.0048	0.0072	0.0004
Si	19.0726	5.4661	6.7768	0.0122	-0.0132	0.0114
Si	21.7518	8.1696	6.7746	0.0026	-0.0035	0.004
Si	19.0256	10.9168	6.7489	0.0017	0.0008	-0.0008
Si	21.7504	13.6186	6.7622	0.0141	-0.0071	-0.002
Si	24.4623	0.0125	6.7864	-0.0011	-0.0076	0.0081
Si	27.1807	2.7028	6.8167	0.0076	0.0006	0.0016
Si	24.4622	5.4275	6.7929	0.0094	-0.0127	-0.0028
Si	27.1805	8.1389	6.8205	-0.0042	0.0086	-0.0043
Si	24.4815	10.8894	6.7964	-0.0046	-0.0089	0.0034
Si	27.2041	13.6022	6.8021	-0.0075	0.0047	-0.0016
Si	29.9151	16.2944	6.8278	-0.0016	-0.0006	-0.0005
Si	32.6279	2.6842	6.8441	-0.002	0.0037	-0.0037
Si	29.9203	5.4217	6.8538	-0.0069	-0.0028	0.0044
Si	32.6517	8.1349	6.8257	-0.0086	0.0059	-0.0071
Si	29.9235	10.8553	6.8549	-0.0022	0.0056	0.0035
Si	32.649	13.5635	6.8446	0.0024	-0.004	0.0059
Si	1.3591	1.3347	8.1969	0.0025	-0.0001	0.0017
Si	4.0729	4.0637	8.198	-0.0044	-0.0165	0.0087
Si	1.3754	6.78	8.1798	0.0079	0.0094	-0.0009
Si	4.0934	9.5036	8.1787	0.0156	0.0093	0.0067
Si	1.3705	12.209	8.194	-0.0008	-0.0068	0.0039
Si	4.0903	14.9227	8.192	-0.0067	0.0013	0.0017
Si	6.8053	1.3496	8.1787	0.0089	0.0027	-0.0028
Si	9.5337	4.0923	8.1721	0.0134	0.003	0.008
Si	6.7991	6.795	8.1835	-0.0001	-0.0085	0.0058
Si	9.5059	9.52	8.1811	0.0029	-0.0114	0.0154
Si	6.8052	12.2141	8.1604	0.0026	-0.0019	-0.0005
Si	9.5202	14.9398	8.1621	-0.0152	-0.0136	0.0025
Si	12.2571	1.3658	8.1579	-0.0133	-0.0063	0.0057
Si	14.9777	4.1098	8.1459	-0.0175	-0.0128	-0.0048
Si	12.2459	6.8321	8.1529	0.0116	0.001	-0.0051
Si	14.9541	9.5632	8.1307	0.0119	-0.0001	-0.0025
Si	12.2423	12.2425	8.1809	-0.0072	-0.0021	0.0211
Si	14.9802	14.9838	8.159	0.0022	0.0137	0.0104
Si	17.7132	1.3903	8.1582	0.0165	0.0255	0.0154
Si	20.4218	4.0977	8.1324	0.0028	0.0153	0.0051
Si	17.6929	6.8261	8.1266	-0.0193	-0.0002	-0.0066
Si	20.3901	9.5482	8.1157	-0.0001	-0.0007	-0.0084
Si	17.6725	12.2721	8.1179	-0.0122	-0.006	0.003
Si	20.3954	14.9851	8.1181	-0.0052	0.0005	-0.0018
Si	23.1056	1.3826	8.1281	0.0054	-0.001	0.002
Si	25.8293	4.0789	8.1616	0.0056	0.0094	0.0019
Si	23.1089	6.8056	8.1404	-0.012	-0.0091	0.0004
Si	25.8297	9.5197	8.1619	0.0021	-0.0004	0.0022
Si	23.1142	12.2605	8.1336	0.0024	0.0095	-0.0061
Si	25.8294	14.9649	8.145	-0.0021	-0.0037	-0.0044
Si	28.5489	1.3432	8.1724	-0.0175	-0.0147	-0.0024
Si	31.276	4.0526	8.199	-0.0077	-0.0079	0.0019
Si	28.553	6.7939	8.1851	0.011	0.0083	-0.0018
Si	31.2895	9.4905	8.1926	-0.0051	-0.0001	0.0018
Si	28.56	12.2434	8.175	0.0137	0.0017	0.0022
Si	31.2839	14.9397	8.1842	0.0039	0.0087	-0.0009
Si	32.6359	16.3007	9.5492	-0.0036	0.0028	0.0048
Si	2.7132	2.7032	9.5513	-0.003	0.0085	0.0004
Si	32.646	5.4234	9.5384	0.0014	-0.0108	0.0004
Si	2.7278	8.1461	9.5388	-0.0024	-0.0017	0.0026
Si	32.6442	10.857	9.5484	0.0037	-0.0006	0.0029
Si	2.723	13.5766	9.5508	0.0014	-0.0019	0.0064
Si	5.4431	-0.0135	9.5356	-0.0053	-0.0041	-0.0001
Si	8.1671	2.7225	9.5239	-0.0013	0.0023	-0.0006
Si	5.4383	5.4322	9.5412	-0.0026	0.0045	-0.0031
Si	8.1539	8.1571	9.5409	-0.001	0.0136	0.0032
Si	5.4457	10.8684	9.5359	-0.0029	-0.0022	0.0058
Si	8.1567	13.5858	9.5222	0.0028	0.0018	0.0004
Si	10.8848	-0.0015	9.5069	0.012	0.0054	-0.0073
Si	13.6167	2.7384	9.5042	0.0055	0.0018	-0.0035
Si	10.8929	5.4604	9.5182	-0.0017	-0.0039	-0.0006
Si	13.6075	8.1925	9.503	-0.0105	0.0052	0.0017
Si	10.8773	10.88	9.5293	0.008	-0.0029	0.0053
Si	13.6088	13.6206	9.5128	-0.0053	-0.0015	-0.0033
Si	16.3422	0.0249	9.5074	0.0067	-0.0071	-0.0012
Si	19.0666	2.7477	9.508	0.0006	-0.0175	0.0089
Si	16.3346	5.4706	9.4987	0.0017	0.0045	0.0054
Si	19.0459	8.1847	9.4899	0.0018	-0.0021	0.0046
Si	16.3205	10.9122	9.4914	-0.0114	0.0121	-0.0016
Si	19.0401	13.622	9.4822	-0.0004	0.0024	0.0023
Si	21.7586	0.013	9.4886	0.0028	0.0002	0.0054
Si	24.4687	2.7202	9.5102	-0.0042	0.0069	0.0057
Si	21.7655	5.4494	9.5081	0.0078	-0.0109	0.0089
Si	24.4698	8.1587	9.5092	0.003	0.0026	0.0015
Si	21.7558	10.8942	9.4868	0.0005	-0.0021	0.003
Si	24.4766	13.6053	9.5043	0.0002	-0.0036	0.0079
Si	27.1894	-0.012	9.5239	0.0066	0.0016	0.0066
Si	29.9078	2.6985	9.5424	0.001	0.0079	0.0089
Si	27.1914	5.4305	9.5288	0.0003	-0.0049	0.0038
Si	29.9185	8.1446	9.5447	-0.0012	0.0005	0.0025
Si	27.1978	10.8761	9.5195	-0.0036	-0.002	0.0045
Si	29.9208	13.5896	9.5417	-0.0095	0.0008	0.0086
Si	1.3608	14.9435	10.9031	0.0003	-0.0007	0.0025
Si	4.0802	1.3436	10.8981	-0.007	0.0013	0.0018
Si	1.3566	4.0675	10.9073	0.0048	-0.0092	0.0029
Si	4.0796	6.7894	10.9044	0.0027	-0.0065	0.0038
Si	1.3651	9.5008	10.9038	-0.0013	0.0031	0.0012
Si	4.085	12.2223	10.9032	0.0009	0.0012	0.0029
Si	6.8016	14.9471	10.8882	0.0019	0	0.0018
Si	9.5258	1.3577	10.8732	-0.0033	-0.0031	-0.0022
Si	6.8017	4.0723	10.8912	-0.006	-0.0014	0.0022
Si	9.5227	6.8013	10.8877	0.0001	0.0011	0.003
Si	6.7972	9.5137	10.9019	0.0041	-0.0077	0.0069
Si	9.5177	12.2382	10.8866	0.0074	-0.0047	0.0065
Si	12.2436	14.9698	10.8726	0.0047	-0.0021	0.0087
Si	14.973	1.3776	10.8629	-0.0015	-0.0011	0.0041
Si	12.251	4.0924	10.8671	0.0003	0.0005	-0.0006
Si	14.968	6.8252	10.8574	-0.0019	-0.003	-0.0071
Si	12.2418	9.5263	10.8804	-0.007	-0.0018	0.0065
Si	14.9647	12.2569	10.8672	0.0058	-0.002	0.0069
Si	17.6919	14.9741	10.86	-0.0041	0.0034	0.0056
Si	20.413	1.372	10.8613	-0.0023	0.0163	0.004
Si	17.6919	4.1039	10.8556	0.003	0.0002	-0.0011
Si	20.4026	6.8189	10.8538	-0.0009	0.0004	-0.0015
Si	17.6819	9.5432	10.8483	-0.0085	-0.0036	-0.0074
Si	20.4	12.2578	10.846	-0.0008	0.0027	-0.0045
Si	23.1196	14.973	10.8552	0.0022	0.0022	-0.0007
Si	25.8331	1.3599	10.8723	-0.0021	-0.0046	0.0002
Si	23.1227	4.088	10.87	0.0017	0.0105	0.0035
Si	25.8339	6.8024	10.8743	0.0029	0.0058	-0.0008
Si	23.114	9.5317	10.8556	-0.0047	-0.0027	-0.0016
Si	25.8377	12.2432	10.8681	-0.0016	0.0014	-0.0021
Si	28.5561	14.9549	10.8886	0.0003	-0.001	0.0005
Si	31.2749	1.3459	10.9022	-0.0026	-0.0084	-0.0017
Si	28.5532	4.0714	10.8904	-0.0026	-0.0019	0.0022
Si	31.2816	6.7827	10.8964	-0.003	0.0042	-0.0001
Si	28.5589	9.5196	10.8857	0.0107	0.0056	0.0004
Si	31.282	12.2271	10.8973	0.0039	-0.0023	0.0017
Si	2.7177	-0.0112	12.2603	-0.001	0.0009	0.0023
Si	5.4369	2.7128	12.2504	0.0011	-0.0025	-0.0012
Si	2.7162	5.43	12.2636	-0.0036	0.002	0.0003
Si	5.4356	8.1542	12.2612	-0.0057	0.0067	0.0018
Si	2.7195	10.8671	12.2613	0.0021	-0.0045	0.0026
Si	5.4398	13.5937	12.2546	-0.0068	0.0003	0.0019
Si	8.1614	-0.0015	12.2352	0.0004	-0.0008	0.002
Si	10.8843	2.7285	12.2232	0.0065	0.0022	-0.0027
Si	8.158	5.4403	12.2449	0.0074	-0.0007	-0.002
Si	10.8798	8.1675	12.2405	0.0113	-0.0003	-0.0002
Si	8.1587	10.8795	12.251	-0.0053	0.0014	-0.001
Si	10.8814	13.6065	12.232	-0.0073	0.0021	-0.0033
Si	13.6078	0.0148	12.2197	-0.0048	0.0059	-0.0027
Si	16.3326	2.7403	12.2151	0.0015	0.0025	0.0005
Si	13.6086	5.4596	12.219	0.0038	0.0053	0.0021
Si	16.3268	8.1831	12.2156	0.0019	0.0007	0.0022
Si	13.6033	10.8944	12.2273	-0.0036	0.0026	-0.004
Si	16.3296	13.6152	12.2197	-0.0018	0.0019	-0.0021
Si	19.0518	0.0126	12.2177	0.0052	-0.0054	0.0033
Si	21.7693	2.7253	12.226	0.0039	-0.0125	0.007
Si	19.0481	5.4588	12.2167	-0.0094	0.0005	0.003
Si	21.7642	8.1705	12.2183	-0.0014	-0.002	0.0046
Si	19.0458	10.8964	12.2112	-0.0003	-0.0011	0.0002
Si	21.7643	13.6093	12.2121	-0.0009	-0.0018	0.0045
Si	24.4798	-0.001	12.2295	-0.0041	-0.0013	0.0062
Si	27.1943	2.7117	12.2424	0.0001	0.0046	0.005
Si	24.4827	5.4412	12.2333	-0.0012	-0.0081	0.0071
Si	27.1981	8.1572	12.2358	-0.0012	-0.0014	0.0012
Si	24.4803	10.8819	12.2214	0.0036	0.0004	0.002
Si	27.1974	13.5931	12.24	0.0044	-0.0054	0.0052
Si	29.9145	-0.0109	12.257	0.0024	0.0053	0.0078
Si	32.6342	2.708	12.2624	-0.0032	0.0095	0.0031
Si	29.9176	5.4268	12.2521	0.0049	-0.0062	0.0031
Si	32.6368	8.145	12.2586	0.0031	-0.0054	0.0007
Si	29.9186	10.8717	12.2526	-0.0026	0.0027	0.0042
Si	32.638	13.588	12.2603	0.0005	0.0025	0.002
Si	1.357	1.3492	13.6215	0.0011	-0.0042	-0.0008
Si	4.0762	4.0678	13.6184	-0.0019	0.002	0
Si	1.3517	6.7874	13.6231	-0.0003	-0.0019	0.0007
Si	4.0745	9.5109	13.6234	-0.0021	-0.0054	0.0025
Si	1.3581	12.2296	13.6188	0.0001	-0.002	-0.0018
Si	4.0782	14.9506	13.6175	-0.0008	0.0014	0.0026
Si	6.7983	1.3519	13.6016	-0.0074	0.0061	0.0024
Si	9.5206	4.0786	13.5924	-0.0075	-0.0035	0.0037
Si	6.7968	6.7933	13.6141	-0.0026	-0.0013	0.0019
Si	9.5182	9.5208	13.6066	0.002	-0.0013	0.0031
Si	6.7972	12.2354	13.6123	0.0059	-0.0003	0.0027
Si	9.518	14.9602	13.5928	0.0087	0.0018	0.0041
Si	12.2426	1.3688	13.5782	0.0073	-0.004	0.0033
Si	14.9681	4.0968	13.5731	0.0012	-0.0034	0.0008
Si	12.2433	6.8074	13.588	-0.0115	-0.0049	0.0023
Si	14.9645	9.534	13.5815	-0.0007	-0.0012	-0.0015
Si	12.2392	12.2467	13.589	0.0058	-0.004	0.0041
Si	14.965	14.9714	13.5758	0.0064	-0.0051	0.0007
Si	17.6892	1.3747	13.5709	-0.0028	-0.0011	-0.0003
Si	20.4069	4.0914	13.5727	-0.0022	0.0059	-0.0043
Si	17.6868	6.8186	13.5716	0.0018	-0.0008	-0.003
Si	20.4077	9.5347	13.5731	-0.0013	0.0002	-0.0019
Si	17.6896	12.2538	13.5765	-0.006	0.0038	-0.0025
Si	20.4119	14.9707	13.5754	-0.0027	0.0064	-0.0024
Si	23.1275	1.3643	13.5873	0.0005	0.0127	0.0016
Si	25.8412	4.0802	13.5961	0	0.0056	0.004
Si	23.1247	6.8094	13.5813	-0.0013	0.0099	-0.0001
Si	25.8424	9.5248	13.5872	0.0001	-0.0001	0.0012
Si	23.1275	12.2498	13.5753	-0.003	-0.0014	-0.0034
Si	25.8411	14.9595	13.5935	0.0029	0.0003	-0.0022
Si	28.5558	1.3558	13.6087	-0.0003	-0.0031	-0.0004
Si	31.2739	4.0695	13.6195	0.0006	-0.0067	0.0014
Si	28.5564	6.7967	13.5998	0.0011	0.0047	-0.002
Si	31.2753	9.5095	13.6137	0.005	-0.0004	-0.0004
Si	28.56	12.2378	13.6051	0.0034	-0.0054	0
Si	31.2781	14.9518	13.6177	0.0015	-0.0077	0.0007
Si	32.6365	-0.0091	14.983	0.0057	0.0085	-0.0004
Si	2.7155	2.7096	14.9837	0.0004	0.0033	0.0004
Si	32.6298	5.4288	14.9845	0.0019	0.0024	-0.0001
Si	2.7082	8.1522	14.9795	-0.0027	-0.0018	-0.0042
Si	32.6322	10.8721	14.9743	0.002	0.0014	-0.0033
Si	2.7158	13.5927	14.9782	-0.0045	-0.0006	-0.0046
Si	5.4392	-0.004	14.9706	0.0022	-0.0014	-0.0024
Si	8.1562	2.7195	14.9525	0.0064	-0.0053	-0.002
Si	5.4341	5.4317	14.9751	-0.0037	-0.0015	-0.0004
Si	8.1539	8.1614	14.9676	0.0002	0.0024	0.001
Si	5.4335	10.8791	14.9746	-0.005	-0.0064	-0.0063
Si	8.1586	13.6028	14.9599	-0.0088	-0.0041	-0.0058
Si	10.88	0.0077	14.9373	-0.0029	0.0041	-0.0033
Si	13.6021	2.7348	14.9271	0.0027	0.0066	-0.0024
Si	10.8766	5.4479	14.9443	0.0167	0.008	-0.001
Si	13.6002	8.1748	14.9408	0.0061	0.0015	-0.0023
Si	10.8783	10.8895	14.9556	-0.004	0.0004	-0.0011
Si	13.603	13.6114	14.9358	-0.0072	0.0044	-0.0042
Si	16.3268	0.0144	14.9261	-0.0069	0.0011	-0.002
Si	19.0507	2.7301	14.9304	-0.0022	0.0005	-0.0028
Si	16.3274	5.4574	14.9295	0.0088	0.0097	-0.004
Si	19.0524	8.1707	14.9301	-0.008	0.002	-0.0037
Si	16.3273	10.8951	14.9344	0.0031	-0.0051	0.0016
Si	19.0541	13.6119	14.9331	0.002	-0.002	0.0006
Si	21.7719	0.0024	14.9427	-0.0047	-0.0079	-0.0017
Si	24.4864	2.7181	14.9523	-0.005	-0.0095	0.0043
Si	21.7684	5.4444	14.9341	-0.0032	-0.0148	-0.0038
Si	24.4898	8.1621	14.9437	0.0028	-0.0014	0.0003
Si	21.7758	10.8879	14.9334	0.004	0.0022	-0.0039
Si	24.4864	13.5979	14.9502	-0.0028	-0.0081	0.0004
Si	27.1986	-0.0065	14.9628	0.0017	0.0002	0.0041
Si	29.9146	2.7099	14.9773	0.0039	0.0099	0.0045
Si	27.2013	5.436	14.9596	0.0043	-0.0027	0.0002
Si	29.9101	8.1519	14.9701	-0.0039	-0.0089	-0.0044
Si	27.2013	10.8766	14.9589	0.0041	0.0044	-0.0005
Si	29.9158	13.5944	14.9739	0.0045	0.0051	0.0007
Si	1.3579	14.9501	16.3433	0.0037	-0.0061	-0.0017
Si	4.0812	1.3497	16.341	-0.0078	0.0024	-0.0015
Si	33.9878	4.0651	16.3452	-0.0017	-0.002	-0.0022
Si	4.0659	6.7888	16.3336	-0.0012	0.0053	-0.004
Si	33.9874	9.5147	16.3375	-0.0002	-0.0047	0.0003
Si	4.0759	12.2378	16.3391	-0.0008	-0.0042	0.0036
Si	6.8	14.9562	16.3265	0.0012	0.0056	0.0008
Si	9.516	1.3565	16.3017	0.0013	0.0026	-0.0028
Si	6.7984	4.0689	16.3269	-0.0019	0.0017	-0.0049
Si	9.5157	6.7974	16.3172	0.0028	-0.0125	-0.0011
Si	6.7916	9.5201	16.3307	-0.0047	0.0029	0.0029
Si	9.5171	12.2474	16.3189	-0.0004	0.002	0.0051
Si	12.2385	14.9692	16.2917	0.0061	-0.0052	-0.0008
Si	14.9609	1.3727	16.2791	0.0078	-0.0031	-0.0033
Si	12.2373	4.0846	16.2907	-0.0012	-0.0067	-0.0003
Si	14.962	6.8111	16.2885	-0.0006	-0.0022	0.0052
Si	12.2379	9.5275	16.3087	0.002	-0.0007	0.002
Si	14.9617	12.2516	16.2922	-0.0004	0.0073	-0.0018
Si	17.6905	14.9772	16.2817	-0.0016	0.0034	-0.0067
Si	20.4116	1.3695	16.2899	0.002	0.0032	-0.0024
Si	17.6912	4.0952	16.2808	-0.0067	-0.0054	-0.0009
Si	20.4139	6.8073	16.2876	-0.0017	0.0087	-0.0039
Si	17.694	9.5328	16.2827	0.0005	-0.0011	-0.0042
Si	20.4251	12.2555	16.2872	-0.0024	-0.009	-0.0067
Si	23.134	14.9647	16.306	0.0028	0.0067	-0.0024
Si	25.8414	1.3566	16.3181	0.004	0.006	-0.0023
Si	23.126	4.0855	16.2981	-0.0082	0.0195	-0.0056
Si	25.8445	6.8027	16.3123	-0.0075	0.0058	-0.0017
Si	23.1396	9.5301	16.2969	-0.0046	0.0033	-0.006
Si	25.849	12.2415	16.3166	0.0057	-0.0097	-0.0039
Si	28.5572	14.9577	16.3312	0.0009	-0.0068	-0.0026
Si	31.272	1.349	16.3428	0.004	-0.0066	-0.0015
Si	28.5536	4.0761	16.3291	-0.0031	0.0008	-0.0006
Si	31.26	6.7899	16.3371	0.0016	0.0067	-0.002
Si	28.553	9.5161	16.329	0.0068	-0.0037	-0.0008
Si	31.2725	12.2322	16.3349	0.0086	-0.0105	-0.0031
Si	2.7244	-0.0142	17.7047	0.0008	-0.0028	-0.001
Si	5.4501	2.7049	17.6989	0.0034	0.0069	0.0044
Si	2.7078	5.4287	17.6994	0.0033	0.0058	0.0038
Si	5.4238	8.1564	17.6842	-0.0028	-0.0081	-0.0041
Si	2.7087	10.8782	17.6941	-0.0064	-0.0031	-0.0027
Si	5.4397	13.602	17.6937	-0.0042	-0.0027	-0.0083
Si	8.1685	-0.0035	17.6751	-0.0027	0.0027	-0.0125
Si	10.8711	2.7259	17.6465	0.0046	-0.0038	-0.0074
Si	8.1572	5.433	17.6809	-0.0004	0.009	0.0033
Si	10.8732	8.1659	17.6684	-0.0001	0.0119	-0.005
Si	8.1506	10.8922	17.6813	0.0013	-0.0104	-0.0086
Si	10.8799	13.62	17.6641	0.0032	0.0038	-0.0064
Si	13.5938	0.0195	17.6372	-0.0045	-0.0005	-0.006
Si	16.3244	2.7342	17.6263	0.0012	0.0071	-0.0088
Si	13.5972	5.4462	17.6409	0.0051	0.0052	-0.0009
Si	16.3278	8.1754	17.634	0.0117	0.0061	-0.0071
Si	13.5958	10.8998	17.6575	0.0004	-0.014	0.001
Si	16.3264	13.6209	17.6334	-0.0021	-0.0095	0.0017
Si	19.0509	0.0125	17.6439	-0.0115	-0.0056	0.003
Si	21.7747	2.7206	17.6531	-0.0098	-0.0065	-0.0002
Si	19.0574	5.4446	17.6426	0.0017	0.0008	0.0032
Si	21.7879	8.1577	17.6408	0.0109	0.007	-0.0026
Si	19.0705	10.8869	17.629	-0.0056	0.0059	-0.0028
Si	21.7832	13.6036	17.6632	-0.0049	-0.0063	0.0052
Si	24.4898	-0.0046	17.6795	-0.0074	-0.0075	0.0036
Si	27.1956	2.713	17.6834	0.0052	0.0034	0.0012
Si	24.4843	5.4396	17.6621	0.0003	-0.018	-0.0051
Si	27.1947	8.1558	17.6901	-0.0049	-0.0068	-0.0041
Si	24.501	10.8751	17.6743	0.0018	0.0068	-0.0054
Si	27.1993	13.5996	17.6904	0.0057	0.006	0.0006
Si	29.9103	-0.0088	17.7046	0.008	0.0126	0.0043
Si	32.6265	2.706	17.7114	0.0045	0.0059	0.0015
Si	29.901	5.4317	17.7049	0.004	0.0015	0.0021
Si	32.612	8.1612	17.6896	0.0038	-0.0078	-0.0085
Si	29.9066	10.8779	17.6943	-0.0037	0.0042	-0.0037
Si	32.63	13.5909	17.6986	0.0011	0.0023	-0.005
Si	33.9905	1.3329	19.0609	0.0013	0.005	-0.0021
Si	4.0833	4.0678	19.0491	-0.0097	0.0006	0.0039
Si	33.9628	6.7923	19.0381	-0.0148	0.0208	-0.0047
Si	4.0687	9.5188	19.0487	0.008	-0.0092	0.0029
Si	33.9925	12.2372	19.0606	0.0063	-0.0018	0.0015
Si	4.0944	14.9559	19.0733	-0.001	0.0014	0.0115
Si	6.8195	1.3376	19.055	0.0151	-0.0136	-0.0008
Si	9.5137	4.058	19.0309	0.009	-0.0062	-0.009
Si	6.7895	6.7962	19.0317	-0.0052	-0.0011	-0.0052
Si	9.5094	9.5281	19.0288	-0.001	0.0058	0.0062
Si	6.8053	12.2571	19.0561	-0.0087	-0.0022	0.0055
Si	9.5338	14.9757	19.0435	-0.0067	-0.0029	-0.0023
Si	12.2247	1.3691	18.9994	-0.0026	0.0089	-0.0125
Si	14.9557	4.0771	18.9856	0.0147	-0.0145	0.0036
Si	12.231	6.7891	19.0081	0.0161	-0.0074	0.0066
Si	14.9665	9.5324	18.9923	-0.0052	0.003	0.0051
Si	12.2344	12.2641	19.0202	-0.0066	0.0125	0.0068
Si	14.961	14.9874	18.9828	-0.0001	0.0014	-0.0034
Si	17.6891	1.3884	18.9843	-0.0045	0.0025	-0.0057
Si	20.4234	4.0868	19.0047	0.0048	-0.0113	0.0035
Si	17.6885	6.8097	18.98	-0.02	0.0147	0.003
Si	20.44	9.5274	18.9815	-0.0047	0.0046	-0.002
Si	17.7086	12.2577	18.9616	0.0101	-0.0084	-0.0116
Si	20.419	14.977	19.0008	-0.0044	0.0141	0.0054
Si	23.131	1.3656	19.0241	0.0046	0.0002	-0.0023
Si	25.8282	4.0746	19.0286	-0.0079	0.0253	-0.0128
Si	23.1409	6.808	19.0203	-0.0138	0.017	0.002
Si	25.8431	9.5136	19.0597	-0.0011	0.0028	0.0013
Si	23.1588	12.2507	19.0242	0.007	-0.0188	-0.0032
Si	25.8486	14.9631	19.0548	0.0083	-0.0072	0.0016
Si	28.5436	1.3555	19.0582	-0.0138	0.0046	-0.0017
Si	31.2485	4.0605	19.0688	0.0034	-0.0013	0.0039
Si	28.5363	6.7942	19.065	-0.0005	-0.0023	0.0005
Si	31.2576	9.521	19.0611	0.0043	-0.0166	0.0039
Si	28.5463	12.2346	19.0582	0.007	-0.0091	-0.0012
Si	31.2601	14.9361	19.0636	0.0144	-0.007	-0.0059
Si	32.6231	-0.0324	20.4201	0.0102	0.0045	0.0157
Si	2.7349	2.6863	20.3995	0.0013	-0.0022	0.0076
Si	32.601	5.4401	20.4081	0.012	0.0086	0.0023
Si	2.6766	8.1607	20.3826	-0.01	-0.0095	0.0038
Si	32.6125	10.8932	20.4177	0.0044	-0.0091	0.0032
Si	2.7226	13.5922	20.4212	-0.0033	-0.0058	-0.0021
Si	5.4899	-0.029	20.4388	-0.0066	0.0003	0.003
Si	8.1876	2.6825	20.4193	-0.0077	-0.0042	-0.0017
Si	5.4527	5.4268	20.4045	0.0179	0.0176	0.0163
Si	8.14	8.1677	20.3829	-0.0064	0.0053	0.0009
Si	5.4397	10.8859	20.3991	-0.0084	0.001	0.0004
Si	8.1818	13.6206	20.4123	0.013	0.0128	-0.0036
Si	10.883	0.0355	20.3998	0.0072	0.003	-0.0049
Si	13.5794	2.7272	20.3428	0.0027	-0.0002	-0.0058
Si	10.8725	5.4209	20.3734	-0.0032	-0.0101	0.0054
Si	13.6019	8.1587	20.3364	-0.0017	0.0146	0.0091
Si	10.8586	10.9103	20.3768	-0.001	-0.0126	0.0008
Si	13.5982	13.6496	20.3533	0.0076	-0.0047	0.0021
Si	16.3117	0.044	20.3262	-0.0013	0.0038	0.0035
Si	19.0534	2.7335	20.3522	-0.0147	-0.0078	0.0104
Si	16.3209	5.4412	20.3208	0.009	0.0034	0.0028
Si	19.0785	8.16	20.3122	0.0058	-0.0063	0.0053
Si	16.3514	10.9081	20.3092	0.0004	0.0181	0.0017
Si	19.0576	13.607	20.3327	-0.0184	-0.0301	0.0142
Si	21.7705	0.0121	20.376	-0.0068	-0.0074	0.008
Si	24.4911	2.711	20.3975	0.0081	0.0026	0.0032
Si	21.7989	5.4308	20.3651	0.0053	0.0168	-0.0015
Si	24.4921	8.1421	20.4203	-0.0047	-0.0223	0.0042
Si	21.8149	10.8632	20.3513	0.0002	0.0058	0.0079
Si	24.5037	13.5996	20.4194	0.0025	0.0094	0.0107
Si	27.1912	0.0054	20.4335	0.014	0.0054	0.0012
Si	29.8786	2.7077	20.4424	0.0122	0.0023	0.0076
Si	27.1592	5.4279	20.4112	-0.0187	-0.0325	-0.0043
Si	29.883	8.1704	20.4228	0.0099	0.0087	0.0056
Si	27.1899	10.8809	20.4281	0.0137	0.009	-0.0077
Si	29.8897	13.5905	20.4354	-0.0163	-0.0047	0.0004
O	27.91	9.5589	28.5767	-0.2827	-0.3099	-0.0324
O	33.6875	14.4595	28.3049	-0.0883	0.1779	0.2095
O	34.2087	11.3639	35.3124	-0.0198	-0.522	0.0943
O	13.6892	5.606	27.5144	-0.1396	0.0671	0.4717
O	34.0706	4.9453	27.9806	-0.1949	0.5037	-0.1812
O	32.6727	2.7572	27.4871	-0.1309	0.0221	0.5604
O	3.6756	4.1212	28.7748	-0.0387	-0.2488	-0.3942
O	7.1707	9.2532	28.589	-0.4248	-0.0095	0.5403
O	34.4203	2.8696	31.0498	0.1309	-0.271	-0.3269
O	27.845	13.4131	38.7189	-0.1846	0.2103	-0.2967
O	4.8248	13.4396	28.1736	0.3311	0.4187	-0.1254
O	6.8762	14.7572	28.8179	0.5264	-0.1038	0.5213
O	23.4374	9.8022	28.5202	0.1506	0.4641	0.1041
O	18.4357	12.7281	29.3997	-0.0186	-0.3267	0.2284
O	14.2039	15.965	30.8005	0.2481	0.0539	0.0901
O	22.39	5.2521	35.7222	-0.3926	-0.0525	0.3815
O	8.0772	5.6105	27.6456	0.0893	-0.0079	0.3621
O	7.2999	6.4049	32.4889	-0.3346	-0.246	0.1264
O	8.3398	8.6001	31.5174	0.4544	-0.2227	-0.119
O	14.8612	1.3813	28.8298	0.0693	0.4183	0.4813
O	21.441	0.9651	33.1992	0.2487	-0.0186	-0.1539
O	16.4352	2.8914	27.5727	0.0715	0.0555	0.4382
O	18.2372	4.6315	28.1985	0.2124	-0.1116	0.2887
O	15.4219	11.9525	36.6469	-0.1663	0.207	-0.0221
O	14.0228	10.7946	27.1063	-0.0116	-0.0516	0.0504
O	33.1775	13.702	35.7082	0.1107	0.1407	-0.7945
O	18.9933	10.8242	27.3031	-0.0803	0.0598	0.3285
O	28.5398	7.0773	37.7412	-0.3063	0.1297	0.1822
O	16.2419	1.0463	33.6383	0.1647	0.2443	-0.1554
O	24.2765	-0.0252	27.6879	0.1922	-0.1711	0.4404
O	20.5204	2.0303	28.327	0.0542	-0.0018	0.0576
O	31.3092	9.6225	37.9488	0.2203	-0.2974	-0.3853
O	22.5009	3.628	28.7829	0.0663	-0.1733	0.4348
O	27.3555	16.1675	31.1208	-0.334	0.1447	0.2156
O	7.8354	11.2646	31.5385	0.1279	0.1003	-0.1356
O	4.8646	8.6947	37.9389	0.2255	-0.1371	-0.19
O	29.9491	4.212	28.4144	-0.0086	-0.4353	-0.1255
O	31.1508	0.8869	28.514	-0.0977	-0.1003	0.0221
O	23.3075	14.9056	36.7495	0.2321	-0.1659	-0.1465
O	25.9567	7.1645	28.6845	0.4023	0.2684	-0.1178
O	19.2641	8.6918	31.4211	-0.2541	-0.093	-0.3522
O	6.7126	12.5593	37.9074	-0.2758	-0.1813	-0.1894
O	9.5625	5.3434	35.3299	-0.3166	0.175	0.5444
O	5.9348	2.6125	38.7464	-0.0618	0.0885	-0.5463
O	28.8755	7.0326	32.4162	-0.5493	0.0077	0.0868
O	8.5433	10.8576	38.6639	-0.0309	0.074	-0.4646
O	32.4133	14.6559	37.965	0.2238	-0.485	-0.1013
O	25.9659	6.2845	31.1531	0.0907	0.2245	0.3898
O	4.1006	4.3057	37.9894	-0.0789	-0.1377	-0.1622
O	27.6533	5.5523	35.7919	0.229	-0.0542	-0.6023
O	27.7051	11.1089	30.7939	0.219	0.0175	0.0892
O	11.9339	5.4109	30.9996	0.4939	0.0979	0.0544
O	12.0533	4.0114	28.6931	-0.517	-0.1039	0.1101
O	13.0774	11.7861	37.7955	-0.2269	-0.0051	-0.3504
O	25.8259	14.5282	29.7375	-0.2678	0.4794	-0.2265
O	19.985	6.5	28.6162	-0.0182	0.1925	0.5097
O	21.3796	2.8205	35.1144	-0.5049	0.134	0.2787
O	20.7398	7.3123	36.454	0.5068	0.0711	-0.0586
O	21.2759	13.8212	37.9515	-0.3205	-0.4654	-0.0471
O	21.0936	4.8656	33.4957	0.2244	0.0344	-0.4186
O	6.1255	8.2203	35.7517	-0.0759	-0.2611	-0.2169
O	29.8859	1.0831	35.2342	0.3551	-0.118	0.2957
O	10.5852	6.3336	33.1589	-0.3022	-0.3368	0.1339
O	5.8612	8.0011	30.996	0.0866	-0.2163	-0.3455
O	31.6829	8.8791	34.4943	0.1881	0.049	0.3014
O	24.067	8.0309	30.3764	-0.0909	-0.4942	0.4154
O	3.056	2.9319	33.4295	-0.109	0.1915	-0.1946
O	25.7151	4.4119	32.9113	-0.1995	-0.0213	-0.0674
O	9.768	15.5506	37.9705	0.118	0.3262	-0.4504
O	31.2242	8.2068	31.9963	0.1281	-0.1696	-0.599
O	16.5622	2.9892	38.6765	0.07	-0.0401	-0.5641
O	10.1946	7.9059	35.2194	0.1701	0.0034	0.0381
O	2.9883	11.6735	28.422	-0.5093	0.2053	0.0181
O	23.6198	6.9384	37.3216	-0.0677	0.2781	-0.0702
O	20.1494	4.1814	29.9086	-0.0836	0.1371	0.446
O	33.0527	16.2383	35.9258	0.1853	0.0508	-0.2184
O	28.031	15.2957	36.0244	0.2692	0.681	0.3519
O	12.2287	3.9619	36.4902	0.0834	-0.106	-0.4329
O	32.498	4.1738	37.7376	0.6387	0.1186	0.005
O	7.7883	1.0075	37.9197	0.0394	0.3548	-0.2626
O	34.3347	12.7516	33.0746	-0.4656	0.1133	0.0905
O	21.323	9.8215	32.5573	-0.26	-0.5026	0.538
O	18.5324	16.012	33.6734	0.1285	-0.1427	0.8283
O	13.8458	15.5746	28.0767	0.4294	-0.009	-0.2611
O	16.7881	13.8325	35.5587	0.0485	0.038	-0.5604
O	22.2443	12.1999	33.027	0.1605	0.2688	-0.3785
O	14.0517	0.0633	38.7335	0.1097	0.0458	-0.5288
O	13.8115	0.1418	33.4198	-0.5063	0.1107	0.137
O	28.146	2.1745	30.333	0.4782	0.1845	-0.0407
O	7.0241	1.6033	31.5619	0.4388	-0.0578	-0.4979
O	21.3752	1.9711	30.7532	-0.0423	0.2397	0.1275
O	11.8058	14.262	28.6952	-0.294	0.2747	0.2513
O	28.8409	1.307	32.7847	-0.4213	0.3624	0.3214
O	23.2383	7.6861	34.8106	-0.119	-0.3027	-0.4417
O	3.5091	0.9372	31.62	-0.0391	0.3643	-0.4161
O	19.5941	9.685	36.0942	-0.1581	0.1653	0.4586
O	35.4835	4.3728	35.7378	-0.2026	0.0769	-0.1963
O	19.3693	5.3393	35.4497	-0.2703	-0.2322	-0.0427
O	26.2914	13.4685	35.3941	-0.5461	-0.2131	0.0013
O	8.2988	0.0753	27.5661	-0.1454	0.0194	0.192
O	3.4784	8.5731	31.7303	0.0325	-0.5784	0.1465
O	4.5691	1.7029	28.4154	0.235	-0.1754	0.2653
O	20.8039	12.2882	28.3451	0.4854	-0.1107	0.0744
O	23.3839	12.4178	37.579	0.1906	-0.168	-0.2001
O	18.2919	2.1745	32.7517	0.4066	-0.0703	-0.271
O	21.8725	13.0855	35.4779	0.216	0.0348	0.0168
O	26.8381	9.5285	37.7411	0.5	-0.0989	0.011
O	11.3852	2.7866	30.8368	-0.1505	0.0602	0.4368
O	28.8405	12.9734	35.1607	0.4685	-0.4627	0.1003
O	8.2867	9.6779	35.4292	0.0651	0.4874	-0.0238
O	21.6968	8.1358	27.4952	-0.0359	-0.0619	0.4893
O	25.3771	16.0119	35.5914	0.2982	0.1233	-0.3877
O	32.4873	0.5292	30.8246	0.4128	0.474	-0.1964
O	13.3791	10.8332	35.4246	0.0518	-0.3462	-0.2459
O	5.333	7.9814	27.4333	-0.1031	0.0234	0.3772
O	12.9679	14.2036	32.3446	0.0494	0.0122	0.0331
O	19.9754	11.6568	34.3212	-0.0147	0.098	-0.4338
O	10.5893	0.5283	33.7237	0.6787	0.1365	-0.1832
O	14.725	9.87	29.5557	0.0855	0.4613	0.1772
O	27.2749	12.1623	33.2372	0.2488	-0.0286	0.0985
O	16.5298	8.1263	30.3284	0.0345	0.1565	0.1128
O	33.8962	1.4485	37.918	-0.4255	0.3649	0.101
O	12.3477	9.4438	28.4103	-0.3316	-0.244	0.0665
O	4.953	14.4844	37.7033	-0.3645	-0.2443	-0.6291
O	29.4269	15.2545	33.8275	-0.0475	-0.4341	-0.4116
O	27.1515	8.1667	35.657	-0.2833	-0.0382	-0.172
O	18.4779	9.4689	33.768	-0.6087	-0.0723	0.0189
O	28.8359	1.5081	37.643	-0.3658	0.0765	-0.179
O	20.8057	13.6952	30.4353	-0.2614	0.2721	0.5394
O	9.0056	0.3289	35.7338	-0.2517	-0.0904	-0.3467
O	32.6224	8.0818	27.2608	0.0646	0.2325	0.2886
O	28.1583	2.9707	35.5471	0.0262	0.0112	-0.7688
O	20.2748	0.6065	35.7106	-0.1293	-0.104	-0.3958
O	17.2006	14.7044	28.2139	-0.0858	0.5042	0.3069
O	15.9112	14.8042	37.7762	0.1789	-0.424	-0.2533
O	22.2028	2.7683	38.4687	0.0584	-0.0676	-0.384
O	5.3084	10.5437	31.4239	-0.3651	0.2643	0.3161
O	33.1778	7.9713	38.6597	-0.0167	0.1403	-0.516
O	23.5085	3.7526	33.9391	0.1877	-0.2977	-0.2518
O	6.2746	3.7238	28.3764	0.0674	-0.2218	0.4686
O	7.3837	4.2229	30.922	0.082	-0.0561	-0.6254
O	24.8192	5.8158	35.0528	0.5497	0.1387	0.1862
O	15.1828	7.5781	28.2245	0.2258	0.0487	0.1913
O	2.7378	-0.0094	27.581	-0.1032	-0.0025	0.5726
O	34.0391	12.2677	37.7695	-0.3517	0.0578	-0.1096
O	25.7573	3.5597	35.4216	-0.3169	-0.3564	0.1571
O	6.0185	12.913	30.4905	-0.0855	0.0728	-0.0734
O	10.2143	10.2397	32.2171	0.1474	0.127	0.3394
O	16.4143	3.5808	31.7198	0.1612	-0.252	-0.561
O	29.6372	11.688	37.9301	-0.0808	-0.1325	-0.2759
O	24.0197	0.9872	37.576	0.2009	0.0837	-0.0323
O	21.5591	8.9546	30.1328	-0.3399	-0.5377	-0.429
O	3.377	6.6382	28.5114	0.1268	0.422	0.3077
O	20.576	4.8342	37.7324	0.1028	0.0634	-0.2339
O	12.9858	6.3592	37.4591	-0.0375	0.5851	-0.417
O	6.7299	1.2926	34.135	0.2424	-0.2369	0.2248
O	23.3727	10.5336	31.1224	0.3617	0.5205	-0.1261
O	9.9387	1.645	28.8636	0.0469	0.328	0.119
O	14.4725	4.878	35.6458	0.3786	0.175	0.2241
O	26.0495	14.9037	37.7144	-0.4696	0.0973	-0.1694
O	22.358	15.8296	30.9973	0.4254	0.1104	0.0909
O	6.7165	6.811	37.8337	-0.1357	-0.0395	-0.136
O	34.8187	6.0954	37.7665	-0.372	0.0564	-0.343
O	26.5327	8.7874	30.657	0.0629	0.0944	0.3309
O	31.9861	12.4597	28.6642	-0.1155	-0.4231	0.2876
O	3.2662	10.6715	38.6683	0.1358	-0.0526	-0.5477
O	33.5859	13.4728	30.6589	0.3874	-0.6009	-0.0871
O	26.1252	3.795	30.3469	-0.6284	-0.0128	-0.0654
O	2.9484	10.4841	33.3132	0.1645	-0.2977	0.4127
O	25.1044	5.3561	38.6155	0.223	0.0591	-0.033
O	11.831	12.1952	33.57	-0.0654	-0.0671	0.3052
O	12.5222	2.1703	38.3309	0.1654	0.2531	-0.1021
O	11.2145	12.851	30.9641	-0.4149	-0.1485	0.1513
O	34.5384	5.3627	30.4619	0.2484	0.6652	0.5007
O	17.3254	7.3406	32.5722	-0.5409	-0.1987	0.2852
O	32.6839	6.6863	33.5019	0.6852	-0.1564	0.2512
O	7.4517	14.9198	36.997	0.0803	-0.1741	-0.2336
O	15.515	5.9044	31.2389	-0.2747	0.1687	0.0523
O	29.3347	9.3293	33.4509	-0.5259	0.5121	-0.0579
O	31.3727	0.6231	33.2111	0.1643	0.1804	0.1531
O	6.0665	13.3768	35.5156	0.1888	0.075	-0.3848
O	24.8739	9.4765	35.9271	-0.0194	-0.0845	0.3614
O	27.5082	3.3542	28.0984	-0.4813	-0.0749	-0.0281
O	4.4243	6.441	36.5254	-0.1011	0.1604	-0.3298
O	28.2968	15.151	28.8727	0.5355	0.3792	0.2437
O	33.0833	15.0187	32.6679	-0.4068	-0.2953	0.1674
O	12.8815	11.9073	29.2001	0.2546	0.3483	-0.3163
O	8.8963	10.4898	27.3284	-0.494	-0.1275	-0.1841
O	7.3738	3.7152	35.199	-0.1951	0.2074	0.4509
O	31.4548	14.7878	29.6095	-0.7023	-0.1	0.0363
O	31.3969	6.3081	28.5331	0.3259	0.3199	0.4872
O	22.1871	14.9159	28.4877	-0.2099	-0.1992	-0.1397
O	6.0363	12.4717	33.0537	0.1625	0.4054	0.1044
O	10.3995	14.427	32.7981	-0.5031	-0.1497	0.3892
O	24.3458	5.334	27.7743	-0.113	-0.1019	0.4204
O	5.0803	3.0575	30.609	-0.5152	0.0476	0.3682
O	24.9671	10.8567	38.8158	-0.0598	0.0866	-0.3268
O	32.1055	4.7954	35.1138	0.1531	0.2422	0.1207
O	33.6112	8.979	32.6062	-0.0786	-0.0774	0.0439
O	10.1608	3.1919	37.8329	-0.1886	-0.3009	-0.2005
O	30.4841	5.0599	33.1127	-0.1124	-0.448	0.1609
O	9.731	2.7487	34.7896	0.3682	0.0611	0.0886
O	8.6482	5.227	38.6675	0.1352	-0.0116	-0.5573
O	3.1993	16.1722	38.6802	-0.0966	-0.0869	-0.4184
O	25.2057	12.1954	28.6862	-0.3744	-0.5266	0.1484
O	29.7817	10.0559	35.9183	-0.5653	0.0426	0.1404
O	34.2736	9.4894	28.4858	-0.044	-0.4329	0.2903
O	3.0167	14.722	32.042	-0.1149	-0.0316	0.1286
O	27.052	10.9124	35.5033	-0.042	-0.215	0.1152
O	9.4713	7.9107	28.2155	0.3963	0.1602	0.4171
O	11.31	7.9456	31.3617	-0.0927	-0.1444	-0.6459
O	22.9152	0.6594	35.2351	0.3345	0.0984	-0.1844
O	17.1509	16.2531	31.47	-0.1986	0.3606	-0.5721
O	12.5942	10.1216	30.9901	-0.0276	0.4327	0.2843
O	5.9391	3.5129	33.0183	-0.2126	0.3781	-0.2258
O	11.3705	1.4368	36.1605	0.2205	-0.3257	0.0081
O	30.5225	16.2164	38.7694	0.0943	0.1079	-0.3209
O	17.6203	11.3046	35.3728	-0.1804	-0.0213	-0.3967
O	22.149	9.6862	35.7934	-0.0682	0.609	-0.1312
O	18.5288	4.75	33.0062	0.0706	0.2391	-0.4005
O	17.7964	12.5693	37.6704	0.3031	0.5351	-0.0617
O	30.7222	14.7235	36.0003	0.0255	-0.0484	0.3172
O	16.9799	9.4824	28.1983	-0.1092	-0.0319	0.5117
O	18.6065	1.7979	37.5581	-0.074	0.4449	-0.2486
O	19.7634	15.9109	38.1006	0.01	0.0888	0.311
O	11.3679	13.58	38.6533	0.043	0.1543	-0.6236
O	34.7833	10.5809	30.7769	-0.4107	0.3903	0.1172
O	16.2644	13.8075	30.3877	-0.5538	-0.3505	0.1466
O	25.9243	1.5565	28.8716	-0.2441	-0.1666	0.5544
O	15.5296	14.6219	32.665	-0.0161	-0.1792	0.3364
O	27.9062	13.6321	31.0786	0.3673	-0.1279	0.2713
O	29.9716	10.9364	27.7315	-0.0419	-0.2238	0.2125
O	4.8975	2.8095	35.3265	0.2914	0.0866	0.6437
O	12.2964	9.5306	33.4616	0.3774	-0.3335	0.0656
O	19.9305	16.0204	31.5819	-0.2791	-0.1777	-0.2016
O	4.6625	15.2154	30.1518	-0.1472	0.4616	-0.5091
O	18.1124	5.9569	30.4257	0.0078	0.059	0.1536
O	16.56	3.7265	34.3377	0.379	0.1372	0.457
O	10.3387	0.3082	31.157	-0.2821	-0.3236	-0.0481
O	4.1316	9.5128	29.4025	0.3469	-0.1524	-0.3581
O	10.0289	9.161	37.4734	0.4031	-0.2259	-0.1317
O	27.1558	13.4073	27.4512	0.1473	-0.3389	-0.0684
O	5.9159	10.7694	35.0518	-0.0252	-0.1046	0.417
O	21.3093	9.1367	38.1093	0.7086	-0.4216	0.0444
O	13.9187	3.8297	30.5909	0.2966	-0.0932	-0.4384
O	30.46	3.272	36.5854	-0.3163	0.1414	0.1065
O	8.7866	4.321	33.0325	0.2719	-0.2458	-0.2465
O	15.972	12.3847	28.2005	0.1876	-0.2663	0.4461
O	23.4295	13.5023	30.2564	-0.1225	-0.2935	0.2357
O	12.3139	0.8132	29.4505	-0.0549	-0.1047	-0.391
O	28.042	4.6662	31.9318	0.181	-0.3054	0.3299
O	17.8052	16.0503	36.3366	-0.0179	0.1641	-0.2802
O	10.2691	12.2994	28.5571	-0.1696	-0.2562	0.3636
O	30.4244	5.4389	38.6626	0.1066	0.11	-0.5857
O	29.9055	0.2476	30.7055	-0.0669	-0.1416	0.2506
O	14.6979	9.6951	37.622	-0.4059	-0.1653	-0.5108
O	31.8162	11.6619	36.4453	-0.0159	0.1289	-0.0278
O	9.4049	5.936	30.9511	-0.0575	0.056	-0.6125
O	8.2592	15.9372	32.7069	-0.0655	-0.5724	0.248
O	14.4521	4.9003	38.8076	-0.221	0.0186	-0.3634
O	19.5175	10.9175	38.7656	0.0988	-0.068	-0.3364
O	25.5496	12.4713	31.3218	-0.2888	-0.3724	0.5584
O	12.1612	6.1282	35.0934	0.2002	0.3399	-0.519
O	3.8769	12.4766	34.6191	-0.0048	0.4542	0.3917
O	32.7949	2.4484	35.7431	0.0242	0.0117	-0.313
O	32.9675	4.3703	32.5388	0.3408	-0.4566	0.3811
O	23.6998	10.0845	33.7003	0.3355	-0.0015	-0.1503
O	9.4497	10.0448	29.7858	0.2402	0.4473	-0.085
O	19.7044	7.0992	33.5107	0.6051	0.0168	0.1518
O	5.5483	15.8698	32.501	0.057	-0.3943	0.1022
O	33.8988	1.1551	32.9614	-0.0857	-0.0948	0.676
O	30.0664	5.6154	30.6018	-0.2146	0.4078	-0.1186
O	14.3317	4.311	33.1079	-0.6573	0.119	-0.0023
O	32.1817	4.1903	30.0395	-0.2583	-0.335	-0.0432
O	18.2043	13.9856	32.1312	0.2676	-0.7781	-0.1239
O	6.6718	8.8717	33.3996	-0.1419	0.0068	0.0796
O	10.761	10.5231	35.3497	-0.3057	0.5325	0.0108
O	20.0705	11.1219	30.6364	-0.161	0.0936	0.2348
O	19.056	0.0451	27.4847	0.1488	-0.2029	0.4596
O	18.5709	6.4694	37.7124	-0.0985	-0.0878	-0.4937
O	16.7481	8.1493	38.4967	0.1222	0.148	-0.5567
O	14.4005	2.2954	34.9143	-0.6748	0.0819	0.2158
O	27.0008	3.8311	37.7353	0.1244	-0.2352	0.0553
O	20.4858	14.1308	33.4963	0.3279	0.2187	0.2445
O	15.2339	16.1075	35.6412	-0.4103	-0.214	0.2675
O	29.5966	7.4509	35.363	0.361	-0.4433	-0.1926
O	35.2253	1.6444	35.677	0.556	-0.5633	0.1159
O	29.1779	9.0383	30.743	0.3338	-0.0787	-0.4389

Results
total energy: -218732.682 eV
total energy less fixed offsets of O -438.35, Si -107.03 eV per atom: -13.962 eV
